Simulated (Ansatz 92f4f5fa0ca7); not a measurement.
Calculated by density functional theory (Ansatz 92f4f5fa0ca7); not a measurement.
Periodic cell of 186 atoms, Si104O82, from a study of silicon, its oxide and their interface. The atomic structure is a simulated model.

Settings
functional: r2SCAN
potential files: Ansatz norm-conserving
basis: plane waves
wave-function cutoff: 1300 eV
density cutoff ratio: 4
exchange-correlation grid ratio: 1
k mesh: 2 x 2 x 1, shifted by 0.5 0.5 0.5 of a step
self-consistency stop: 5e-08 eV per atom in the density residual
occupations: Fermi-Dirac, 0.05 eV
spin: none
net charge: 0

Cell vectors (angstrom)
a  11.5403  0  0
b  0  11.5403  0
c  -0.1739  0.3364  24.9153

Atoms and the computed forces on them: element, x, y, z (angstrom), force x, y, z (eV/angstrom)
Si  -0.1048  0.0102  -0.0822  0.1053  0.0044  -0.4325
Si  -0.008  3.098  0.3138  0.0267  0.1027  -0.7556
Si  0.1212  6.2788  -0.0949  -0.0075  -0.2148  -0.3701
Si  3.8866  -0.9341  0.2061  0.0112  -0.1284  -0.6381
Si  3.7881  2.1357  -0.1706  -0.0461  0.1827  -0.4799
Si  3.9187  7.4458  0.0413  -0.0239  0.3342  -0.4214
Si  7.9247  0.0092  -0.1474  -0.1066  0.0254  -0.4484
Si  7.7386  3.0566  0.243  0.087  0.0398  -0.7384
Si  7.6685  6.1596  -0.3422  -0.2032  -0.0774  -0.5264
Si  1.8319  -0.7719  1.2844  -0.1864  0.1782  -0.3052
Si  2.0392  2.9165  1.3692  0.2046  0.0115  -0.1884
Si  1.9666  6.874  1.2856  0.0491  -0.0179  -0.1182
Si  5.9777  -0.7641  1.217  0.2032  0.1589  -0.3628
Si  5.6722  2.9275  1.2656  -0.1974  -0.0761  -0.2138
Si  5.9041  6.8952  1.188  0.0594  0.0018  -0.1686
Si  9.6531  -0.5471  1.3604  0.015  0.0361  -0.1498
Si  9.6161  3.115  1.6057  -0.139  -0.1063  -0.1432
Si  9.6155  6.8506  0.983  -0.0472  -0.2009  -0.0376
Si  1.9472  1.0597  2.7534  -0.0909  -0.1329  0.3159
Si  2.0794  4.9542  2.6374  0.0748  -0.0658  0.0455
Si  1.8413  8.8171  2.6223  -0.1062  -0.0068  0.1617
Si  5.8292  1.0679  2.6807  0.0216  -0.1032  0.2004
Si  5.7415  4.9671  2.5406  -0.0796  -0.0824  -0.0273
Si  5.9853  8.8367  2.5702  0.0099  -0.0117  0.064
Si  9.6305  1.1719  2.8662  0.055  0.2283  0.372
Si  9.6208  5.1484  2.6692  0.0672  0.2973  0.2439
Si  9.6256  8.8278  2.4634  0.0266  -0.1465  -0.2978
Si  0.0388  1.1262  4.1351  0.0136  -0.0798  -0.0584
Si  0.0709  5.0251  3.9602  -0.1854  0.0122  -0.1492
Si  -0.0714  8.7902  3.9791  0.2684  0.0382  0.0484
Si  3.919  1.072  4.0474  -0.0275  0.1191  -0.0451
Si  3.9545  5.0201  4.0103  0.0437  -0.0178  -0.0144
Si  3.9253  8.8527  3.8836  0.0475  0.0346  -0.0953
Si  7.6845  1.1092  4.1364  -0.0227  -0.0505  0.0551
Si  7.6602  5.0259  3.9789  0.0806  0.0338  -0.0677
Si  7.8128  8.8265  4.0154  -0.1944  0.0574  0.1107
Si  -0.1111  10.6913  5.4016  0.0685  0.0145  -0.0513
Si  0.0483  3.12  5.3416  0.0351  -0.0849  0.065
Si  0.079  6.8902  5.393  0.0231  0.0831  0.0976
Si  3.8719  10.7008  5.3886  -0.0169  -0.0524  0.0872
Si  4.0031  3.0846  5.2893  -0.0087  0.0886  0.0454
Si  3.9784  6.9599  5.33  -0.1566  -0.0423  -0.019
Si  7.7849  10.7015  5.4894  -0.0474  -0.0899  -0.0758
Si  7.7605  3.1004  5.3418  -0.0179  -0.034  0.1413
Si  7.6155  6.9192  5.4128  0.1064  0.0034  -0.0202
Si  1.8323  10.7154  6.6629  -0.0472  -0.0843  -0.2956
Si  2.06  3.2124  6.5507  0.0803  0.0409  -0.4047
Si  2.1147  6.9221  6.7322  0.0147  0.1171  -0.159
Si  5.8138  10.7069  6.7673  0.0086  0.0201  -0.1353
Si  5.8816  3.1879  6.7256  0.0443  0.1229  -0.1046
Si  5.7199  6.978  6.9364  0.0896  -0.0093  0.2122
Si  9.6506  10.6583  6.9861  -0.0432  0.0108  0.2853
Si  9.6706  2.9188  6.7193  -0.0815  -0.1566  -0.0851
Si  9.6022  6.8609  6.6485  -0.02  -0.1914  -0.3327
Si  1.901  1.2702  7.7236  -0.2595  0.0677  0.1511
Si  2.2493  4.9694  8.0959  0.1009  -0.1836  0.2545
Si  1.8665  8.8331  8.0701  -0.13  -0.0442  0.1069
Si  5.9096  1.205  7.9159  0.1265  -0.0183  0.206
Si  5.9072  4.9858  8.3386  0.1064  -0.0791  0.1815
Si  5.5739  8.9678  8.3368  0.0634  -0.0142  0.247
Si  9.6696  1.1131  8.3916  -0.0046  0.1945  0.1739
Si  9.7224  4.904  7.8623  -0.0648  0.1017  0.332
Si  9.5088  8.5548  8.2303  0.095  0.0979  0.2309
Si  0.2586  1.8831  9.3301  0.2115  0.1675  0.4084
Si  0.1597  4.9551  9.056  -0.1265  -0.0013  0.6704
Si  -0.0034  8.0341  9.3784  0.0479  -0.2387  0.6798
Si  3.85  12.7245  8.9321  0.0629  -0.1407  0.8142
Si  4.0384  4.2145  9.6968  0.0895  -0.1637  0.6371
Si  3.5216  9.6647  9.5492  -0.3058  0.2813  0.5785
Si  7.5659  1.596  9.5977  -0.1919  -0.0526  0.2965
Si  8.06  4.727  9.489  0.1471  -0.1937  0.2258
Si  7.5129  8.6857  9.6148  -0.1177  0.1778  0.2024
Si  -0.3818  2.1381  14.1868  -0.1226  -0.0059  0.1423
Si  1.1135  0.846  12.1094  0.0025  0.0706  0.1251
Si  4.5581  3.9879  12.7687  -0.0796  0.0007  0.4138
Si  -1.9696  10.8753  22.5243  -0.0387  -0.0518  -0.1883
Si  8.8895  11.8677  13.9039  0.1761  0.0601  0.3495
Si  6.5706  1.4461  12.537  0.1382  -0.0338  0.3072
Si  2.6103  2.1634  14.251  -0.0169  0.1112  0.1472
Si  8.3862  9.5277  12.1775  0.0293  0.169  0.391
Si  1.3419  9.3699  11.7345  0.0276  -0.1711  0.1994
Si  8.0494  6.7527  11.7303  0.0993  -0.0572  0.2903
Si  7.4879  2.3285  18.8864  0.0926  -0.142  -0.0392
Si  6.8558  4.9047  19.4993  -0.0334  0.1126  0.1034
Si  0.9438  7.255  22.0622  -0.0355  0.0198  -0.1734
Si  8.7721  8.9366  20.4865  -0.1641  -0.0758  -0.3161
Si  4.9452  8.3024  15.2585  0.1312  0.1183  0.0264
Si  6.5185  10.5523  14.2056  -0.0605  -0.0502  0.3234
Si  1.8741  10.4265  16.6523  -0.066  -0.0216  -0.0197
Si  -1.9499  11.6946  19.6705  -0.1024  -0.0459  -0.2191
Si  2.282  8.5485  14.3433  -0.0669  -0.1059  -0.2633
Si  4.7929  2.7438  19.4511  0.0524  -0.0151  0.0086
Si  -0.8784  3.7151  16.3728  -0.1022  0.0842  -0.1452
Si  3.7137  6.6853  22.1426  0.0105  0.1583  -0.2603
Si  6.4973  5.8141  14.3308  -0.1644  0.0457  0.2162
Si  3.0477  12.9943  17.1716  0.153  0.1627  -0.0785
Si  0.1548  12.6155  17.6374  -0.1358  -0.0134  -0.0184
Si  2.5342  7.6921  16.8741  0.1028  -0.2661  0.1294
Si  -0.8769  6.7095  19.8767  -0.2721  0.121  -0.1377
Si  0.9311  5.5197  18.0203  0.0629  0.007  -0.1319
Si  3.0647  3.6186  21.7993  -0.1058  -0.292  -0.2105
Si  7.7467  4.4499  16.8865  -0.0279  0.0328  -0.1184
Si  6.6287  7.2754  21.5583  0.005  0.1131  -0.3787
Si  0.6579  4.6257  20.8495  0.0661  -0.1768  -0.0288
O  3.0936  11.3593  17.2239  -0.3045  0.0961  -0.1478
O  3.5658  5.1677  21.5571  -0.082  -0.0139  0.169
O  0.4013  7.2534  -1.4347  -0.0194  -0.4717  0.1158
O  -0.0869  1.6352  -0.5599  0.0888  -0.236  0.6322
O  -1.889  11.9375  21.279  -0.0137  -0.3383  0.1298
O  6.0914  1.7512  19.5024  0.0235  0.4089  -0.1344
O  3.8772  -2.4771  -0.5371  0.0442  -0.3532  0.7056
O  -0.0121  4.6171  -0.4621  0.1813  0.2443  0.4848
O  3.8489  0.5218  -0.6748  -0.0183  0.4739  0.6897
O  3.5874  2.9544  -1.5738  0.0376  -0.2298  0.1205
O  3.9882  6.3002  -1.1533  -0.0186  0.3537  -0.0562
O  7.0187  9.4663  13.0864  0.2727  0.1687  -0.1307
O  7.8702  1.6233  -0.6341  -0.0928  -0.3346  0.6608
O  8.3678  -0.7891  -1.5313  0.0931  0.2132  0.2353
O  7.2085  8.6179  20.8275  0.2956  -0.2032  0.2447
O  5.0208  7.4033  21.5263  0.0065  -0.2128  0.3098
O  7.7578  4.5001  -0.6327  -0.1481  0.2771  0.5536
O  7.4037  6.818  -1.8451  0.1138  -0.2269  0.3487
O  1.0619  1.0661  10.5166  -0.1037  0.204  0.0155
O  0.1074  6.4207  9.8963  -0.0525  0.3723  -0.7398
O  0.1248  3.4769  9.883  0.103  -0.3029  -0.6674
O  5.672  2.7904  12.6271  -0.1192  0.0162  -0.121
O  6.8688  1.0069  10.9933  0.1942  0.2406  -0.3036
O  4.1322  7.9784  16.6396  -0.2971  0.0403  -0.2457
O  3.8895  14.1014  9.8765  -0.047  0.339  -0.3548
O  2.4845  1.1699  12.953  -0.2951  0.0638  -0.1199
O  2.8125  9.279  11.0089  -0.0236  0.0682  -0.1856
O  8.0688  13.1221  13.2251  -0.202  -0.3003  -0.1325
O  -1.0349  3.5246  14.7378  0.2052  -0.2937  0.2743
O  3.7519  11.2957  9.7983  0.0169  -0.1009  -0.5599
O  8.0221  9.9081  10.6312  -0.155  -0.4776  -0.1608
O  -0.8514  2.211  17.0298  0.226  0.0473  0.0658
O  7.8682  3.1696  9.9954  -0.1495  -0.066  -0.2408
O  8.6332  5.5208  10.8443  -0.3265  0.0223  -0.3912
O  7.0111  7.4627  10.66  0.3242  0.2898  -0.2007
O  9.0252  8.0124  12.1708  -0.2176  -0.0864  -0.221
O  7.3182  2.9236  17.35  0.1125  0.1835  0.2608
O  -0.4989  12.0262  19.0107  -0.1199  0.0589  -0.0637
O  7.4945  6.1073  13.0974  0.0113  0.1615  -0.27
O  4.1674  4.6341  11.317  -0.0369  -0.1896  -0.6675
O  -1.3356  0.8903  14.6424  0.0229  0.2  -0.3182
O  1.5796  13.3865  17.7802  0.0144  -0.2066  -0.1097
O  0.1427  8.9209  10.7528  0.0538  -0.1837  -0.2158
O  0.4769  11.2748  16.7398  0.3084  0.1094  0.1674
O  0.0865  7.6937  20.7648  0.0549  -0.3294  0.1577
O  0.9019  -0.7319  12.3317  0.1457  -0.0736  -0.1957
O  1.4073  8.3751  13.0143  0.1589  0.3428  -0.1246
O  3.8697  8.3024  14.0247  -0.1769  0.053  0.3282
O  6.1097  7.2077  15.0618  -0.125  -0.0943  -0.149
O  5.5976  9.8013  15.2969  -0.003  -0.1598  -0.2749
O  -0.2833  6.5575  18.3729  0.1772  -0.1994  0.2401
O  1.4483  3.3245  21.4664  0.2373  0.4133  0.0737
O  7.2222  5.5102  18.0208  0.0739  -0.3864  0.1319
O  5.8128  0.2567  13.3965  0.2847  0.0307  -0.1903
O  7.8595  11.1442  14.9532  -0.1226  0.069  -0.6083
O  9.3165  10.7141  12.805  -0.3272  -0.0692  -0.0992
O  3.4328  1.8141  15.6087  -0.2734  -0.0802  0.0134
O  4.054  2.3043  18.0856  -0.097  -0.0913  0.1272
O  7.0099  5.9528  20.6966  -0.0948  0.1316  0.0677
O  1.0383  5.6434  22.0517  -0.0539  0.1337  -0.2144
O  7.8838  3.648  19.785  -0.3637  -0.012  -0.2982
O  7.162  4.8204  15.4267  -0.016  0.104  -0.0185
O  1.3265  4.6871  19.359  -0.2213  0.143  0.1814
O  2.4792  7.7211  21.8233  -0.0737  -0.3308  0.2188
O  -0.6426  11.0256  23.4572  -0.0391  0.3126  0.2583
O  -2.5002  10.1595  19.4319  0.1302  0.0893  0.367
O  8.5627  1.1577  18.9447  0.0719  -0.0002  0.1547
O  5.3445  4.2822  19.3714  0.2133  -0.1801  0.0531
O  9.3643  4.5338  16.8592  0.0344  -0.1812  0.0192
O  3.8755  2.6352  20.7811  -0.0042  0.2586  0.0044
O  0.4478  4.5595  16.8061  -0.1278  0.0177  0.1455
O  1.8623  9.0365  17.5198  0.1124  0.0259  -0.3005
O  -0.8971  5.1641  20.5263  0.4897  0.2811  -0.0221
O  -2.0254  9.377  21.8743  -0.0638  0.2041  0.0134
O  2.1117  10.0129  15.0809  0.0181  -0.2399  0.1817
O  2.2929  6.3452  17.712  -0.2654  0.1361  -0.0332
O  5.1662  5.1498  13.7144  0.1226  -0.1153  -0.204
O  9.2759  7.5202  19.8458  0.1885  0.0538  0.2327
O  1.8165  7.4236  15.4238  0.3427  0.4359  0.1065
O  -0.09  1.8582  12.6134  0.1877  -0.2355  0.2197
O  3.2326  3.5104  13.5986  0.2244  -0.1818  -0.2159
O  1.0953  2.2031  14.8666  0.0353  -0.0531  -0.2342

Results
free energy: -50296.190 eV
free energy less fixed offsets of O -463.61, Si -117.95 eV per atom: -13.370 eV
pressure: -2.13 GPa
stress xx, yy, zz, yz, xz, xy (GPa, positive in tension): 0.81, 3.89, 1.7, 0, 0.02, 0.26
